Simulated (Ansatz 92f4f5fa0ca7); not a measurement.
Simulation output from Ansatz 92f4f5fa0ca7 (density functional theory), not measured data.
Periodic cell of 198 atoms, Si117O81, from a study of silicon, its oxide and their interface. The atomic structure is a simulated model.

Settings: functional r2SCAN; potential files Ansatz norm-conserving; basis plane waves; wave-function cutoff 1300 eV; density cutoff ratio 4; exchange-correlation grid ratio 1; k mesh 2 x 2 x 1, shifted by 0.5 0.5 0.5 of a step; self-consistency stop 5e-08 eV per atom in the density residual; occupations Fermi-Dirac, 0.05 eV; spin none; net charge 0.

Cell vectors (angstrom)
a 11.5403 0 0
b 0 11.5403 0
c -3.3803 5.4843 26.4892

Atoms and the computed forces on them: element, x, y, z (angstrom), force x, y, z (eV/angstrom)
Si 9.6556 9.0802 0.1044 0.0116 -0.1912 -0.4212
Si 8.5471 1.9585 -0.4917 -0.0919 0.1252 -0.0181
Si -2.169 6.397 1.1514 -0.1694 -0.0486 -1.0015
Si 2.1423 8.7491 0.1025 -0.1143 -0.209 -0.6321
Si 1.5075 2.7288 -0.5159 -0.0762 0.0348 0.071
Si -0.1139 5.7253 1.9565 0.371 -0.0948 -0.0575
Si 6.0045 9.2512 0.1786 -0.0212 0.0613 -0.6827
Si 5.5562 2.1437 -1.1057 0.0036 -0.0912 -0.343
Si 5.5525 4.974 -0.8771 0.1205 -0.1814 -0.1211
Si 0.1849 -2.0946 1.3378 -0.0985 -0.0426 -0.1455
Si -0.4606 1.8353 1.6805 0.4953 0.0104 -0.2423
Si 1.7247 5.7292 0.5625 -0.9223 -0.0705 -0.6592
Si 4.03 9.178 1.4573 0.0476 0.0502 -0.0649
Si 3.9004 1.7276 1.3788 0.2146 0.0528 -0.7767
Si 3.7696 5.5902 1.6009 0.4738 0.0565 -0.2865
Si 7.8888 9.4172 1.5786 -0.0301 -0.0333 -0.0915
Si 8.6742 1.5344 1.7727 -0.1256 -0.2101 -0.1143
Si 8.3265 4.4638 0.6647 0.1583 0.1335 -0.3448
Si 0.192 -0.178 2.7974 -0.0416 0.0588 -0.0607
Si 0.0975 3.6747 3.0705 0.008 0.0234 -0.032
Si 0.2306 7.7232 3.0489 0.0271 -0.0603 0.1014
Si 3.9821 -0.2954 2.6981 0.0954 0.1015 0.012
Si 4.0384 3.5962 2.8101 -0.0742 -0.2042 0.0945
Si 4.1247 7.4545 2.9579 0.0563 -0.0559 0.1984
Si 7.939 -0.2943 2.9706 0.1363 0.2069 -0.0011
Si 7.9958 3.4865 2.8362 0.0432 0.1608 0.0486
Si 8.1189 7.5078 2.8644 -0.119 -0.0991 0.1508
Si 9.8723 -0.2523 4.3132 -0.0943 -0.0552 0.0762
Si 9.7409 3.6756 4.3955 0.0331 -0.1649 0.2339
Si 9.8527 7.6115 4.4248 0.2359 0.1572 -0.0003
Si 2.1346 -0.2001 4.1787 -0.1186 -0.0057 -0.0697
Si 2.157 3.6286 4.2373 -0.0938 -0.0427 -0.0383
Si 2.2055 7.5855 4.2987 -0.1596 0.0555 -0.023
Si 5.9149 -0.2202 4.1784 0.0195 0.0133 -0.1087
Si 5.9966 3.5449 4.148 0.0981 -0.0532 -0.074
Si 6.1154 7.4016 4.1788 0.1231 0.0424 -0.1251
Si 9.8346 9.4815 5.7939 0.0503 0.1397 -0.118
Si 9.806 1.6885 5.71 -0.0685 0.0768 -0.1403
Si 9.8023 5.6148 5.6959 0.0505 -0.0181 -0.0439
Si 2.116 9.4915 5.6548 0.185 0.0556 0.0132
Si 2.1505 1.6972 5.6173 0.0811 0.0941 0.014
Si 2.204 5.5985 5.517 -0.1287 -0.0865 0.0238
Si 6.0225 9.3671 5.5436 0.054 -0.0633 -0.1275
Si 5.9906 1.6631 5.6302 -0.0207 -0.0201 0.0493
Si 5.9992 5.4944 5.4996 -0.0003 -0.0579 0.0095
Si 0.2205 9.5421 7.1007 -0.1721 -0.179 -0.0598
Si 0.2261 1.7021 7.0217 0.0708 0.056 -0.1531
Si 0.3175 5.5885 6.8561 0.1959 -0.0952 -0.1001
Si 4.0961 9.3879 6.9026 -0.1167 0.0489 0.0098
Si 4.0755 1.7311 7.0249 -0.0697 0.0307 -0.033
Si 4.1042 5.6201 6.902 -0.0036 -0.0868 0.1418
Si 7.8678 9.4226 7.0446 0.0635 0.0209 -0.0272
Si 7.8984 1.5973 7.1174 0.0879 0.0374 -0.0162
Si 7.8053 5.5181 6.9601 -0.0375 -0.036 -0.0666
Si 0.2056 -0.1007 8.5424 0.0023 0.01 0.0312
Si 0.3216 3.6954 8.2421 0.1956 0.0994 0.031
Si 0.2267 7.482 8.2124 0.1868 -0.0759 -0.046
Si 4.1019 -0.2825 8.2945 0.2195 -0.0068 -0.1935
Si 4.1094 3.7561 8.34 0.0519 0.0727 -0.1779
Si 4.0568 7.5242 8.3352 0.0887 0.1684 0.0387
Si 7.9299 -0.3355 8.5779 -0.3775 -0.0412 -0.1638
Si 7.8596 3.6225 8.3738 -0.0827 0.0329 0.0573
Si 7.8602 7.4407 8.3034 -0.1332 -0.1306 0.1806
Si 9.8645 -0.6056 9.9684 0.0225 0.6078 0.5716
Si 9.8973 4.2359 9.3586 0.0093 -0.0512 0.2909
Si 9.869 6.6544 9.2849 0.0034 -0.0551 -0.101
Si 2.2438 -0.2874 9.7038 -0.0246 -0.009 0.0622
Si 2.1952 3.7306 9.7078 -0.0472 -0.1332 0.2163
Si 2.0473 7.5396 9.669 0.2343 -0.0625 0.0655
Si 5.8928 11.3517 9.8287 0.0579 0.0224 -0.0611
Si 5.9712 3.765 9.8346 0.0565 0.1009 0.06
Si 5.9883 7.6323 9.7389 -0.5172 -0.1245 -0.1118
Si 11.0464 9.3735 11.4433 -0.2778 -0.2756 0.6485
Si 9.2493 11.0433 12.8508 0.3779 0.3192 0.2965
Si 10.3368 3.8054 11.6271 -0.1623 -0.6252 -0.3572
Si 1.936 9.3832 11.1968 0.0527 -0.0189 -0.2407
Si 2.9025 1.6852 10.7663 -0.3935 0.2214 0.2795
Si 3.875 6.3045 12.3495 0.0483 -0.726 0.6403
Si 3.8748 8.6728 12.6202 0.1675 0.5069 0.6247
Si 5.765 9.493 11.2733 -0.3525 -0.2835 -0.2131
Si 7.939 4.651 13.2619 0.6655 -0.1711 0.4508
Si 10.0859 7.2266 11.4719 0.3027 0.1509 0.0226
Si 12.6288 2.2512 13.0082 -0.0927 -0.258 0.1417
Si 3.0083 4.1703 14.4267 -0.1132 0.1629 0.2401
Si 7.3247 9.564 13.0463 0.1757 -0.1202 0.6828
Si 5.6396 2.6681 13.8492 0.0638 -0.1917 0.0567
Si 1.9768 5.684 11.1307 0.0644 -0.1665 -0.3154
Si 7.9584 6.6891 12.2369 -0.4591 0.1131 0.5635
Si 5.28 1.7823 10.9622 0.4358 -0.0503 0.4964
Si 5.9278 5.798 11.1808 -0.219 0.565 -0.6626
Si 10.1652 4.6126 15.0738 -0.2304 0.152 0.2673
Si 2.3606 12.912 24.0739 -0.0179 0.2001 -0.1833
Si 6.3285 10.6329 17.6826 0.1354 0.2021 0.1764
Si 11.6072 1.6038 17.5162 -0.0214 -0.2063 0.1968
Si 5.4401 9.085 15.299 0.0562 0.0034 0.5357
Si 0.3841 11.7798 20.1994 0.0734 -0.0842 -0.1403
Si 5.4883 4.9742 24.2486 0.0598 0.021 -0.0484
Si 9.6937 2.0539 21.6096 0.0284 -0.0001 0.0569
Si 7.1226 6.0848 21.9827 0.1035 -0.0832 -0.0225
Si 10.8878 4.4281 18.005 0.1551 0.1059 0.2557
Si 8.9846 8.393 23.0015 -0.0894 0.0576 -0.1839
Si 8.3565 8.506 18.6088 0.1585 0.1147 -0.0173
Si 5.3806 10.557 20.6622 -0.0414 0.0353 0.1061
Si 0.0049 3.114 23.8103 0.134 -0.0421 -0.2385
Si 3.2812 12.61 21.2564 0.085 0.0186 0.0329
Si 4.4819 2.8647 18.8951 -0.1409 0.0222 0.1872
Si 6.4607 6.9469 17.2477 0.0212 -0.1794 -0.0215
Si 8.1912 11.0407 21.9507 -0.127 0.0501 0.0597
Si 11.4496 5.6193 12.4368 -0.2869 0.3112 0.8213
Si 2.3443 5.0413 24.3162 0.017 0.0269 -0.2789
Si 10.6071 1.4022 14.8228 0.0629 -0.1194 0.4172
Si 2.08 3.8239 17.3544 0.0417 -0.0425 0.3822
Si 5.9539 7.7886 20.0368 -0.1402 0.0108 0.2699
Si 8.7137 4.457 19.9129 0.2635 0.0395 0.48
Si 7.0018 15.7538 18.345 -0.4014 -0.2136 -0.1802
Si 6.3534 1.8812 16.7559 0.0865 -0.1494 0.4041
Si 10.2056 9.4225 20.505 0.1309 -0.0654 0.005
O 7.1548 2.216 -1.2669 -0.0209 -0.0744 0.0833
O 2.7055 1.9277 0.2493 0.1453 0.0592 0.3524
O 0.1537 2.093 0.1423 -0.1483 0.0286 0.407
O 5.2587 1.7385 0.4387 -0.1947 -0.0241 0.1839
O 6.8718 4.6656 -0.0087 -0.1384 -0.0986 -0.0935
O 4.5971 5.7667 0.1506 -0.1733 -0.0109 0.2175
O 9.6281 7.4342 -0.1583 -0.1215 0.2651 0.9099
O 9.307 0.245 11.3572 0.2489 -0.3995 -0.086
O 10.585 10.0644 12.9072 -0.22 0.3218 -0.6207
O 9.4121 0.6042 14.0649 0.0799 -0.0714 -0.4115
O 8.8655 3.5989 12.3762 0.0931 0.0894 0.1692
O 2.3017 1.4784 12.2985 0.0131 0.2317 -0.1946
O 3.5862 5.5532 13.8244 0.1053 0.2413 -0.3752
O 7.6937 7.9601 13.28 -0.2669 0.0789 -0.347
O 5.7081 1.6532 12.5844 -0.1823 0.1887 -0.2989
O 5.8965 6.3024 25.1164 -0.1249 -0.0607 -0.1125
O 0.7649 13.2149 23.8969 0.1229 0.0843 0.1014
O 5.9269 3.6841 25.1299 0.0509 0.0251 0.3685
O 9.2382 3.4624 -0.3338 -0.6737 0.0481 0.2138
O 5.8885 6.4911 20.992 0.2775 0.1641 -0.1099
O 8.3419 5.4476 21.1387 -0.2365 -0.0426 -0.0898
O 6.4784 4.9861 22.9741 -0.0849 0.1628 0.0596
O 5.5944 10.953 19.0993 0.1536 -0.2116 -0.0752
O 1.8022 7.1527 -0.3248 0.3708 0.2188 0.6504
O 3.2064 13.3049 22.7333 -0.2546 -0.168 0.1109
O 7.7349 7.3795 22.7462 0.1077 0.0047 0.0147
O 5.099 1.058 -2.2277 0.2092 0.0559 0.5276
O 10.8281 12.7484 20.8507 -0.0955 -0.01 0.0981
O 5.8946 5.8397 -2.1946 -0.0904 -0.0295 0.3996
O 3.9036 4.9348 23.7933 0.0818 0.056 0.2222
O 5.9246 7.5982 15.8573 -0.0661 0.2679 -0.081
O 8.6851 12.54 22.3591 0.2155 0.0188 -0.2173
O 1.6635 3.6359 13.6622 0.0573 -0.1431 -0.0412
O 7.6944 9.7867 17.8874 -0.2125 -0.1614 0.062
O 7.4022 2.9627 17.3634 -0.3723 0.1495 0.033
O 6.5884 9.9087 14.4832 0.0539 -0.2457 -0.4069
O 8.8729 2.9577 20.5497 0.0368 0.1891 -0.0974
O 6.2609 1.9799 15.1571 -0.0334 0.2022 -0.1477
O 11.1571 5.5017 14.1201 0.1505 -0.1147 -0.4266
O 4.1472 8.9777 14.2911 0.1196 -0.2411 -0.6944
O 6.4528 4.0186 13.4485 0.123 -0.1127 0.1334
O 10.1112 5.0429 19.2852 -0.1407 -0.2821 -0.2263
O 0.9337 4.7673 18.0228 -0.1071 -0.3534 -0.2527
O 10.3784 3.0095 14.8995 0.0988 0.0494 -0.126
O 7.5256 8.2459 19.9949 -0.117 -0.0609 -0.2497
O 6.6331 11.0666 21.5489 0.0877 -0.1374 -0.1182
O 5.5275 7.5147 18.4895 0.3264 -0.1 -0.034
O 8.6053 4.8916 14.7291 0.0847 -0.3285 -0.0805
O 4.9192 2.0221 17.5556 0.2974 0.1645 -0.0613
O 0.3849 11.9988 18.598 -0.0825 0.2037 0.0928
O 1.4634 2.3301 17.0451 -0.2049 0.2671 0.027
O 11.4123 2.5864 11.9655 -0.1364 -0.0813 0.0183
O -1.1056 3.0772 22.6375 0.0621 -0.2155 0.0719
O 10.3204 5.0368 16.6219 0.075 -0.2231 -0.1434
O 5.2336 9.9584 16.672 0.1452 -0.1074 -0.2469
O 12.0442 1.2021 14.0923 -0.1478 0.3226 -0.2259
O 10.0736 8.3896 21.7667 -0.2584 0.2506 -0.0157
O 10.8028 0.8435 16.3324 0.0889 0.3871 -0.2712
O 6.945 11.9705 17.0546 -0.2689 0.0377 -0.0224
O 6.409 5.3312 17.2902 0.0682 0.2017 0.1
O 4.1143 3.0184 14.2213 0.0008 0.1665 -0.0669
O 5.0926 8.959 20.7325 0.3298 0.0361 -0.2304
O 9.9066 8.6904 19.0612 -0.3305 0.1011 0.2347
O 2.5857 -2.0201 -1.3033 -0.1019 -0.3015 0.2662
O 4.09 11.2258 21.3272 0.0233 0.1231 -0.0881
O 10.678 2.8087 18.1067 0.2471 0.082 -0.268
O 5.7511 15.313 19.3301 0.2459 -0.0207 -0.4541
O 2.4133 4.6343 25.8908 0.0506 -0.1798 -0.0375
O 0.0952 10.1969 20.4892 -0.2707 0.187 -0.008
O 9.6988 7.9327 24.3765 -0.0501 0.0782 0.3078
O 1.799 12.2362 20.7821 -0.011 0.0186 0.0462
O 1.2447 4.1505 23.5043 -0.0373 -0.0589 0.3333
O 8.4264 9.9356 23.1316 0.1233 -0.16 -0.2723
O 4.0362 2.0152 20.189 -0.0453 -0.0725 -0.0575
O 9.0533 10.5686 20.6533 0.0316 -0.1191 0.1743
O 2.9063 13.6689 25.4137 -0.1527 0.2392 0.3397
O 4.8949 3.5862 -1.4213 0.161 0.1348 0.3398
O 8.0458 7.2849 17.5785 -0.3191 0.1141 0.11
O 2.6633 4.4438 15.9846 -0.0046 -0.2071 -0.3385
O 3.2287 3.7835 18.4784 0.0299 -0.131 -0.2312
O 1.6365 4.3469 -0.3412 0.1103 -0.0707 0.004

Results
free energy: -51376.649 eV
free energy less fixed offsets of O -463.61, Si -117.95 eV per atom: -24.089 eV
pressure: -0.95 GPa
stress xx, yy, zz, yz, xz, xy (GPa, positive in tension): 1.12, 0.23, 1.49, 0.08, -0.23, 0.7
